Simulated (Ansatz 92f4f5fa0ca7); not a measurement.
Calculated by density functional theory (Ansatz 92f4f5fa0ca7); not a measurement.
Periodic cell of 220 atoms, Si132O88, from a study of silicon, its oxide and their interface. The atomic structure is a simulated model.
Doubt: the cutoff is far below the 930 eV that the study's wrapper takes by default for these files, so forces and energies are approximate.
This geometry differs little from another in the collection (a relaxation step or a small displacement).

Settings
functional: PBE
potential files: Ansatz PAW
basis: plane waves
wave-function cutoff: 580 eV
density cutoff ratio: 5
exchange-correlation grid ratio: 1
k mesh: 1 x 1 x 1, Gamma-centred
self-consistency stop: 5e-08 eV per atom in the density residual
occupations: fixed
spin: none
net charge: 0

Cell vectors (angstrom)
a  10.938  0  0
b  0  10.938  0
c  0  0  32.3636

Atoms and the computed forces on them: element, x, y, z (angstrom), force x, y, z (eV/angstrom)
Si  -0.5789  0.3076  24.9263  0.0146  -0.025  0.0023
Si  5.8418  -0.4724  24.8827  0.007  0.0008  0.0037
Si  1.9785  2.7141  24.5424  -0.0037  -0.0001  0.0009
Si  8.1273  2.5539  24.7525  -0.0018  0.0135  0.0063
Si  0.1868  5.3056  24.9645  0.0032  0.0115  -0.024
Si  5.2432  5.9848  24.8522  0.0008  0.0055  -0.011
Si  2.8227  7.9902  25.0602  -0.0085  0.0079  -0.0282
Si  7.5602  8.6624  24.9593  -0.004  -0.0015  0.0094
Si  1.102  1.3726  26.2277  0.0116  -0.01  -0.0052
Si  6.7514  1.2942  26.1906  0.0015  0.0006  -0.0002
Si  4.247  4.1437  26.0201  0.0007  0.0007  -0.0077
Si  9.3784  4.1602  26.0829  -0.0106  -0.0111  -0.0021
Si  1.361  6.7549  26.3852  -0.0098  0.0054  0.0118
Si  6.7083  7.0001  26.3607  0.0025  -0.0113  -0.0071
Si  4.0517  9.6338  26.2024  -0.0015  -0.0114  0.0023
Si  9.3776  9.5467  26.187  0.0072  0.0096  0.0024
Si  2.6552  0.0727  27.5306  -0.0101  0.0085  0.0117
Si  8.1603  0.0236  27.6128  -0.0076  -0.0136  0.0013
Si  -0.1402  2.8395  27.5685  -0.0006  0.0066  0.0179
Si  5.4626  2.7487  27.5306  0.0019  -0.0049  0.0154
Si  2.8112  5.3836  27.5781  0.0078  0.0038  0.0131
Si  8.1356  5.5335  27.5566  -0.0019  0.01  0.0115
Si  -0.0556  8.2321  27.5606  -0.0005  0.0026  0.0043
Si  5.3503  8.3184  27.6781  -0.0013  0.0056  0.0129
Si  4.1018  1.3673  28.9454  -0.2772  0.285  -0.3492
Si  9.5708  1.3673  28.9454  -0.1773  0.1802  0.1479
Si  1.3673  4.1018  28.9454  -0.0741  -0.1105  -0.0773
Si  6.8362  4.1018  28.9454  -0.036  0.0392  -0.2536
Si  4.1018  6.8362  28.9454  -0.1684  -0.2217  0.3831
Si  9.5708  6.8362  28.9454  -0.1674  0.0473  -0.085
Si  1.3673  9.5708  28.9454  -0.1797  0.1741  -0.3381
Si  6.8362  9.5708  28.9454  -0.1605  0.3143  0.5923
Si  0  0  30.3126  0.1248  0.0291  -0.0138
Si  5.469  0  30.3126  0.1124  -0.0676  0.0229
Si  2.7345  2.7345  30.3126  -0.0846  -0.1563  0.0101
Si  8.2035  2.7345  30.3126  -0.0165  -0.0843  0.0189
Si  0  5.469  30.3126  0.1299  0.0659  -0.0383
Si  5.469  5.469  30.3126  0.0205  0.0255  0.0108
Si  2.7345  8.2035  30.3126  -0.103  -0.2201  0.0096
Si  8.2035  8.2035  30.3126  -0.0122  -0.0798  -0.0016
Si  1.3673  1.3673  31.6799  0.0073  0.0113  0.0118
Si  6.8362  1.3673  31.6799  -0.0503  0.1056  -0.01
Si  4.1018  4.1018  31.6799  -0.0609  0.0856  -0.0181
Si  9.5708  4.1018  31.6799  0.0007  -0.0098  -0.0314
Si  1.3673  6.8362  31.6799  -0.0938  0.0243  0.0126
Si  6.8362  6.8362  31.6799  0.0078  0.0238  0.0028
Si  4.1018  9.5708  31.6799  0.007  0.0884  -0.0306
Si  9.5708  9.5708  31.6799  -0.0796  0.0358  -0.0248
Si  2.7345  0  0.6835  -0.0016  -0.0794  0.0132
Si  8.2035  0  0.6835  -0.05  -0.0087  -0.0205
Si  0  2.7345  0.6835  0.0535  -0.0444  0.0214
Si  5.469  2.7345  0.6835  0.0767  -0.1038  0.03
Si  2.7345  5.469  0.6835  0.0342  0.0284  0.0083
Si  8.2035  5.469  0.6835  0.0577  -0.0502  0.0172
Si  0  8.2035  0.6835  0.1325  -0.0708  0.0419
Si  5.469  8.2035  0.6835  -0.0133  -0.0385  0.0171
Si  4.1018  1.3673  2.0507  -0.0285  0.0758  0.0312
Si  9.5708  1.3673  2.0507  -0.0478  0.0456  -0.0395
Si  1.3673  4.1018  2.0507  -0.0916  0.0169  -0.02
Si  6.8362  4.1018  2.0507  0.0294  0.1779  0.1022
Si  4.1018  6.8362  2.0507  -0.0487  0.0125  -0.1026
Si  9.5708  6.8362  2.0507  -0.164  0.0137  0.1351
Si  1.3673  9.5708  2.0507  -0.0676  0.1097  0.0331
Si  6.8362  9.5708  2.0507  0.1687  0.1584  -0.1116
Si  0  0  3.418  -0.0164  -0.2154  -0.3188
Si  5.469  0  3.418  0.2415  -0.1321  0.0574
Si  2.7345  2.7345  3.418  0.1687  0.0343  -0.0927
Si  8.2035  2.7345  3.418  0.4144  -0.3494  0.5111
Si  0  5.469  3.418  0.2398  -0.6359  0.6146
Si  5.469  5.469  3.418  -0.2023  0.1495  -0.5257
Si  2.7345  8.2035  3.418  0.3756  -0.2071  0.1206
Si  8.2035  8.2035  3.418  -0.0074  0.616  -0.5737
Si  1.4536  1.2625  4.727  -0.0035  -0.0008  -0.0061
Si  6.892  1.3001  4.8094  -0.0027  0.005  -0.0151
Si  4.1543  4.0965  4.7613  0.0065  0.0042  0.0105
Si  9.7568  3.8752  4.8963  -0.0065  0.0036  0.0001
Si  1.4646  6.7541  4.7849  0.006  -0.0051  -0.0099
Si  6.7477  6.9536  4.6916  -0.0147  0.0164  0.0261
Si  4.1929  9.5116  4.7962  0.0051  -0.023  0.004
Si  9.6304  9.5278  4.7845  0.0068  0.0012  -0.0031
Si  2.8255  -0.0541  6.0616  0.0063  0.0024  -0.0111
Si  8.2144  -0.1452  6.2149  0.0016  -0.0056  0.0021
Si  0.2767  2.5462  6.256  -0.0037  0.0061  0.0014
Si  5.5859  2.7919  6.0946  -0.0232  -0.0147  -0.0249
Si  2.9021  5.4756  6.2189  -0.0043  -0.0145  0.0013
Si  8.6292  5.0879  6.5693  -0.0052  -0.029  -0.0106
Si  0.0903  8.1183  6.0768  -0.0089  -0.0023  0.005
Si  5.5528  8.1986  6.2634  0.0198  0.0055  -0.0335
Si  3.996  1.5808  7.2599  0.0084  0.0062  0.0088
Si  10.4441  1.0535  7.9762  0.0062  0.0016  -0.007
Si  1.8342  3.7933  7.4551  0.0131  0.008  0.0013
Si  6.708  4.1993  7.6676  0.0319  0.0334  -0.0041
Si  4.5048  6.5962  7.6088  0.0077  -0.031  0.0075
Si  9.7589  6.8796  7.6384  0.0052  0.0079  -0.0037
Si  1.4086  9.538  7.3649  -0.0147  -0.0012  0.0052
Si  7.3711  9.0673  7.5728  -0.0155  -0.0029  -0.0176
O  3.5343  3.1247  24.8948  0.0004  0.0017  0.0051
O  7.8605  7.9479  23.466  0.0015  -0.002  -0.006
O  2.9644  2.6797  7.973  -0.0066  0.0045  -0.0072
O  7.8762  6.0899  5.4919  0.0054  0.0001  -0.0033
O  5.6613  5.4507  8.0719  -0.0253  0.022  -0.0002
O  0.3623  -0.3429  8.0776  -0.0114  0.0054  0.0041
O  3.9621  6.9606  24.4248  0.0067  -0.0038  0.0106
O  9.3174  1.4651  24.328  -0.0088  0.0092  0.0009
O  2.1368  8.5932  8.5166  -0.0005  0.0016  -0.0056
O  1.1164  4.3874  8.8054  -0.0019  -0.0008  -0.0015
O  8.9266  0.7919  7.4045  0.0064  0.0001  0.0084
O  8.4334  7.8369  7.8712  0.0046  0.0065  0.0059
O  6.0062  0.2944  10.7128  0.0003  -0.0015  0.0008
O  4.2766  9.4447  9.7528  -0.0009  -0.0048  -0.0032
O  7.1759  3.3376  9.0057  0.0022  -0.0048  0.0125
O  10.5867  6.5984  9.062  0.001  -0.0022  0.0004
O  1.8414  1.8809  23.1513  0.0023  0.0005  0.0023
O  5.3722  0.0125  23.3617  0.0001  -0.0022  0.0029
O  7.2526  3.113  23.4361  -0.002  -0.0018  0.002
O  12.0826  4.1137  24.3383  0.0022  -0.008  0.0065
O  10.7171  6.2963  23.7147  -0.0004  -0.003  0.0059
O  1.904  8.6781  23.889  0.0043  -0.0029  0.012
O  6.1468  5.8436  23.4542  0  -0.0007  0.0115
O  -0.0445  10.5281  23.5588  0.0045  -0.005  -0.0043
Si  3.9112  6.5652  11.9337  -0.0003  -0.002  0.0018
Si  10.9429  2.2709  13.669  0.0006  -0.0009  0.0011
Si  4.5132  -6.6091  19.9882  -0.0008  -0.0007  -0.0051
Si  5.2231  0.5512  21.825  0.0011  0.0013  -0.011
Si  6.8945  -3.9446  22.5382  -0.0011  -0.0032  -0.0051
Si  12.5466  -0.281  14.9334  0.0001  -0.0004  0.0005
Si  2.1551  11.9558  21.8095  -0.0041  -0.0007  -0.0037
Si  10.0886  4.4019  18.29  0.002  -0.0014  -0.0011
Si  1.7179  4.463  12.2395  -0.0004  -0.0006  0.001
Si  2.7163  6.826  20.5373  -0.0008  -0.0009  -0.0027
Si  6.4638  -1.7335  17.859  0.0008  -0.0004  -0.0022
Si  7.2428  10.1716  10.6315  -0.0007  0.0002  0.0014
Si  6.5069  4.6748  15.1068  0.0003  -0.0014  0.0011
Si  3.4948  -2.8704  9.2787  0.0088  -0.0015  0.0121
Si  4.6351  11.0339  9.8554  0.0017  0.0067  -0.0027
Si  1.4561  6.4913  17.6956  0.001  0.0001  -0.0017
Si  3.815  -8.6857  11.6435  0.0011  -0.0014  0.0005
Si  5.979  -2.2077  12.9728  0.0009  0.0006  0.0025
Si  5.964  4.3594  11.9551  -0.0019  -0.0038  0.0013
Si  8.7992  5.2523  20.7178  0.0002  -0.0002  -0.0021
Si  13.976  2.3933  18.2153  0.0008  -0.0012  -0.0018
Si  9.4033  1.4983  10.8971  -0.0014  0.0029  0.0035
Si  7.7314  7.5516  15.4234  0.0021  -0.0007  0.0009
Si  9.0599  0.0647  17.7128  0.0012  -0.0007  -0.002
Si  4.2026  0.219  13.878  0.0008  -0.0001  0.0009
Si  4.0783  4.894  17.1207  0.0009  -0.0001  -0.0004
Si  -2.1897  13.6368  15.9354  0  -0.0012  -0.0005
Si  11.23  1.7984  19.2904  0.0014  -0.0019  -0.0024
Si  14.9607  0.0221  16.7684  0.0004  -0.0012  -0.0008
Si  11.1269  6.7472  22.2025  0.0027  0.0057  -0.0021
Si  6.9153  3.1101  21.8022  0.0017  -0.0002  -0.0038
Si  10.9459  5.1345  9.7284  0.0032  -0.0011  0.0013
Si  -0.3524  8.6725  16.1112  0.0014  -0.0011  -0.0009
Si  0.93  -1.4825  22.8455  0.0002  -0.0031  0.0003
Si  5.1797  8.6734  20.5537  -0.0007  0  -0.004
Si  8.2437  3.4714  10.2635  0.0008  -0.0039  0.0044
O  3.6963  5.5445  20.6572  0.0004  -0.0015  0.0033
O  9.9653  -1.1602  17.135  0  -0.0007  0.0011
O  7.5026  4.3611  11.4253  0.0009  0.0009  -0.0024
O  0.8921  1.1465  14.495  0.0003  -0.001  -0.0001
O  -1.2997  -8.2793  14.5701  0.0019  -0.0005  -0.0005
O  1.9235  10.3375  21.9046  0.0011  -0.001  0.0031
O  11.4119  -1.4492  14.9544  0.0009  -0.0011  0.0008
O  3.1399  7.2635  10.668  0.0003  0.0009  -0.0038
O  2.5923  3.3099  11.4781  -0.0003  -0.0004  0.001
O  0.6371  5.1827  11.234  -0.0003  -0.0001  -0.0012
O  4.992  -6.0581  18.5055  0.0012  -0.0012  0.0012
O  5.6836  3.9529  21.0697  0.0004  -0.001  0.0043
O  0.4261  5.2332  17.7273  0.0003  -0.0007  0.0021
O  1.7349  6.9261  19.239  0.0001  -0.001  0.0023
O  -0.0378  8.3764  22.0654  -0.0002  -0.0039  0.0035
O  6.0234  4.4614  13.5708  0.0014  -0.0008  -0.0008
O  14.5608  -2.7539  20.4617  0.0019  0  0.0024
O  5.1317  15.9714  15.9063  0.001  -0.0007  0.0008
O  3.7613  1.2487  21.5858  0.0027  0.0008  0.0048
O  0.8923  3.652  13.4172  0.0006  -0.0007  -0.0002
O  8.2914  3.7383  21.15  0.0013  -0.0018  0.0028
O  8.9563  5.2972  19.082  -0.0005  -0.0005  -0.0004
O  18.0235  30.0055  16.8035  0.0003  -0.0005  0.0016
O  3.9562  1.6394  13.1405  0.0004  -0.0008  -0.0003
O  2.922  -4.8666  17.0573  0.0009  -0.0019  0.0018
O  7.2  9.6453  9.0968  0.003  0.0014  0.01
O  5.1059  5.6104  11.3558  0.001  0.0004  -0.0019
O  8.6114  0.0472  11.0247  0.003  -0.0022  -0.0004
O  3.5182  11.9477  10.6202  0.0006  -0.0005  0.001
O  15.5871  0.6344  15.393  0.0007  -0.0009  0.0009
O  3.2698  14.4098  17.0114  0.0007  -0.0011  0.0013
O  4.8449  11.6551  8.3737  -0.0002  -0.0061  0.0027
O  -2.2564  12.1298  16.5775  0.0013  -0.0009  0.0015
O  9.4273  3.7021  17.0014  -0.0001  -0.0006  0.0013
O  7.2575  3.2997  15.6015  0.001  -0.0006  0.0005
O  6.9304  -2.0253  11.6413  0.0004  -0.0008  -0.0007
O  13.3757  10.6161  16.3838  0.0015  -0.0004  0.001
O  7.7194  6.3081  21.3201  0.0004  -0.0003  0.0059
O  6.9743  8.263  14.168  0.0001  -0.0007  -0.0016
O  -0.6768  5.7607  21.2431  0.0003  -0.0022  0.0024
O  11.9985  1.4825  20.6888  0.0007  -0.0006  0.0031
O  5.0377  -1.1608  17.2601  0.0009  -0.001  0.0007
O  7.6123  -0.5801  18.1929  0.0006  -0.0012  0.0019
O  1.4866  1.881  18.1692  0.001  -0.0012  0.002
O  6.0568  8.367  19.2071  0.0012  -0.001  0.0023
O  5.3642  -0.729  13.2734  0.0012  -0.0012  -0.0004
O  6.4765  1.561  21.4805  0  -0.0023  0.0045
O  12.7127  -4.3419  21.8497  0.0018  0.0003  0.0021
O  3.4735  3.0993  19.6341  0.0015  -0.0004  0.0029
O  2.7801  -0.607  13.8348  0.0014  -0.0013  -0.0007
O  4.706  -3.247  12.8321  0.0009  0  -0.0001
O  10.3726  1.6991  12.226  -0.0002  -0.0009  -0.0025
O  5.2927  -0.6642  20.761  0.0018  -0.0017  0.0021
O  7.5339  5.9355  15.2891  0.0013  -0.0017  0.0007
O  9.3485  -3.0924  15.4224  0.0006  -0.0004  0.0007
O  -5.1603  7.938  21.8619  0.0024  -0.0016  0.0043
O  14.9453  1.1042  17.9819  0.0014  -0.0009  0.0016
O  10.0149  0.7554  18.881  0.0009  -0.0009  0.0024
O  10.5809  3.2907  19.3841  0.0002  0.0002  0.002
O  2.7719  5.6548  12.7352  0.0008  0.0001  -0.0002
O  9.5274  4.3392  9.7264  -0.0015  -0.0002  -0.0004
O  10.3658  1.5014  9.5526  -0.0001  -0.0017  0.0036
O  11.6563  -3.2475  16.8688  0.0011  -0.0013  0.0011
O  5.234  3.0148  11.3903  0.0014  0.001  0.001

Results
free energy: -133960.666 eV
free energy less fixed offsets of O -568.88, Si -635.61 eV per atom: 1.294 eV

The program warned: the cutoff lies below the one the program advises for these potential files; the exchange-correlation potential is rough where the density is thin.
